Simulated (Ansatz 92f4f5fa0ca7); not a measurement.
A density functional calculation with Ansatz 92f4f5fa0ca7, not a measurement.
Periodic cell of 252 atoms, Si132O88H32, with a vacuum gap, from a study of silicon, its oxide and their interface. The atomic structure is a simulated model.

Settings
functional: r2SCAN
potential files: Ansatz PAW
basis: plane waves
wave-function cutoff: 800 eV
density cutoff ratio: 5
exchange-correlation grid ratio: 1
k mesh: 1 x 1 x 1, shifted by 0.5 0.5 0 of a step
self-consistency stop: 1e-11 eV per atom in the density residual
occupations: fixed
spin: none
net charge: 0
applied field: sawtooth along c, amplitude +0.015 V/angstrom in the program's sign convention, ramp centred at 0.9887 of c and 0.0227 of c wide, no dipole correction

Cell vectors (angstrom)
a  10.888  0  0
b  0  10.888  0
c  0  0  44.1345

Atoms: element, x, y, z (angstrom)
Si  0.0715  -0.2588  30.6981
Si  2.1754  2.255  30.0505
Si  -0.2221  5.8585  30.1277
Si  -1.022  7.5165  28.4419
Si  4.1836  -1.3682  31.8673
Si  7.8597  3.1656  30.7077
Si  6.1086  4.7991  30.48
Si  6.7893  6.7222  31.711
Si  1.2678  1.2767  31.9237
Si  4.1959  4.0719  31.6605
Si  2.7336  5.4561  32.9724
Si  5.3922  10.4378  30.1476
Si  6.7588  1.5302  31.8815
Si  9.5706  4.3292  31.6602
Si  7.8086  8.4012  30.441
Si  9.372  9.4444  31.8575
Si  -0.0366  2.8392  33.0618
Si  2.7199  -0.0495  33.1745
Si  -0.1034  8.1233  33.1921
Si  1.1706  6.7737  31.7539
Si  5.3267  2.7253  33.2517
Si  8.0911  0.031  33.1362
Si  5.4769  8.098  33.1717
Si  8.1814  5.4945  33.1586
Si  1.3943  4.1149  34.4172
Si  4.0377  1.307  34.5676
Si  1.3097  9.5077  34.4972
Si  4.0368  6.786  34.4647
Si  6.787  4.1037  34.4944
Si  9.4796  1.4431  34.4363
Si  6.8038  9.5052  34.5087
Si  9.4966  6.7908  34.5851
Si  -0.0389  0.047  35.8073
Si  2.6878  2.7353  35.8318
Si  0.0249  5.4194  35.8449
Si  2.6887  8.1562  35.8491
Si  5.4404  -0.0392  35.8739
Si  8.14  2.7379  35.8596
Si  5.4162  5.4497  35.8453
Si  8.1441  8.1748  35.8862
Si  1.3311  1.3967  37.1861
Si  4.0783  4.0571  37.1957
Si  1.3522  6.7924  37.2153
Si  4.0744  9.5044  37.2192
Si  6.7967  1.345  37.2099
Si  9.5328  4.0823  37.2067
Si  6.7857  6.805  37.2167
Si  9.5091  9.5495  37.1867
Si  0.0011  2.7439  6.9498
Si  2.7373  0.0557  6.8926
Si  -0.0408  8.1649  6.9079
Si  2.739  5.4352  6.9213
Si  5.451  2.7129  6.9383
Si  8.154  -0.0141  6.9375
Si  5.4375  8.1416  6.9578
Si  8.1699  5.4435  6.9348
Si  1.3751  4.1215  8.3045
Si  4.1005  1.3822  8.3265
Si  1.3575  9.5576  8.1583
Si  4.1212  6.7382  8.3052
Si  6.8119  4.0792  8.2915
Si  9.5203  1.3606  8.2565
Si  6.8038  9.5027  8.3103
Si  9.5134  6.7936  8.3238
Si  0.047  0.0174  9.5405
Si  2.7825  2.8306  9.6681
Si  0.0364  5.4748  9.7013
Si  2.6965  8.1777  9.4574
Si  5.4456  -0.0358  9.6737
Si  8.1751  2.7116  9.6177
Si  5.4847  5.3893  9.7346
Si  8.1231  8.1172  9.6964
Si  1.409  1.4037  10.867
Si  4.1039  4.1224  11.2028
Si  3.0908  5.9787  12.4123
Si  4.9358  7.7967  12.3681
Si  6.8315  1.3594  10.9914
Si  9.5403  4.0424  10.9887
Si  6.7678  6.7706  11.1618
Si  9.6245  9.4936  10.8564
Si  0.0681  2.6745  12.3068
Si  2.6892  -0.016  12.1981
Si  1.0214  10.1315  13.6872
Si  1.4598  6.9263  10.9656
Si  4.4066  0.7001  13.6024
Si  8.9084  2.4067  15.7841
Si  4.0063  9.4157  10.8992
Si  10.9958  8.3036  12.3593
Si  1.1875  5.2066  13.778
Si  6.8854  3.9019  13.7782
Si  -0.8622  6.5394  13.5088
Si  0.2351  4.5726  16.5388
Si  5.4507  2.5709  12.4869
Si  8.3179  -0.0335  12.1804
Si  5.87  9.6597  13.6598
Si  8.2461  5.3626  12.4334
Si  -3.6114  -2.9678  18.4523
Si  10.0623  1.3069  25.9533
Si  -8.8203  8.2088  30.2214
Si  6.6859  -7.3499  20.7088
Si  5.5139  5.4432  27.435
Si  24.7531  10.5456  16.088
Si  11.0177  -8.8997  23.3748
Si  10.0733  11.7198  13.5306
Si  9.277  -9.639  18.4534
Si  5.0927  0.7812  25.6256
Si  -0.7901  -11.7996  22.6107
Si  -9.7023  -1.8041  20.6572
Si  7.8939  8.5255  24.3757
Si  -16.1562  -5.6663  18.6791
Si  9.3147  9.4993  19.8123
Si  15.1298  5.1072  21.203
Si  -14.306  -5.3089  25.2155
Si  8.9588  -4.3359  16.4026
Si  11.6691  -1.3237  26.8029
Si  -1.7555  -9.6242  28.5795
Si  3.0672  -3.2645  22.3768
Si  0.9106  4.5365  28.5739
Si  -16.5832  -1.0682  23.1908
Si  16.2883  8.7174  16.3673
Si  -5.7335  3.7328  25.0111
Si  -7.5758  11.0295  27.9405
Si  2.7294  0.608  19.143
Si  16.9257  5.6805  15.9205
Si  -5.8804  1.0354  21.1087
Si  -3.0854  -0.2993  26.4418
Si  1.4306  -14.6197  25.0394
Si  13.7867  -4.3627  27.7286
Si  -7.7671  2.9675  22.7387
Si  -12.2593  -7.8499  20.8399
Si  11.6851  13.7354  18.85
Si  10.1758  5.4318  26.1777
O  -7.8759  4.1294  21.6059
O  -15.3184  -6.9569  19.1569
O  -3.0631  -3.9731  24.3785
O  -12.6305  -11.2381  18.5748
O  -7.323  8.4485  30.7542
O  -6.9148  1.7501  22.1225
O  1.238  9.6084  30.1367
O  -0.2096  2.3703  24.909
O  5.9523  1.027  30.5035
O  2.1088  -8.7924  19.4154
O  -2.8638  -2.3663  19.7462
O  9.2733  -11.5054  21.2402
O  4.7641  4.3712  26.457
O  19.1179  2.3662  29.3155
O  22.7974  3.09  29.2698
O  -0.7933  3.5075  15.8726
O  -4.0898  5.9993  26.6352
O  14.7526  -12.5659  16.3851
O  7.6474  5.6166  16.1711
O  -1.9721  1.8447  19.9135
O  1.2732  -5.7821  15.4164
O  -4.3157  -4.3625  18.8463
O  6.3968  15.5158  24.4456
O  6.199  -1.3127  15.263
O  12.536  -11.6888  15.2448
O  10.1637  -5.1427  17.1256
O  28.3003  -12.7067  23.7052
O  7.6931  13.8847  14.8901
O  17.183  1.9823  20.8797
O  3.8195  0.7251  15.176
O  -16.0989  -19.5523  25.217
O  5.4778  7.1856  15.8487
O  8.8615  4.7782  25.4914
O  -0.274  11.3166  23.3208
O  10.0631  -8.185  22.306
O  3.863  -7.246  24.028
O  15.1372  0.6719  19.7138
O  6.1147  -2.0215  17.8159
O  17.1191  10.8473  26.3863
O  10.7648  8.7305  19.7331
O  12.5552  13.2649  23.1019
O  -12.147  6.623  27.1251
O  0.6012  -1.5919  22.1544
O  33.7983  3.942  17.7187
O  24.4388  0.2943  17.5489
O  3.9402  -2.0305  22.9072
O  5.6572  4.4163  21.6024
O  -8.4683  -16.7095  28.247
O  -15.9834  -6.0114  14.5507
O  25.8968  28.2347  22.0419
O  2.2988  -2.9445  20.962
O  -2.4844  -8.9803  17.2514
O  -2.6035  -10.8747  27.9567
O  -10.7478  0.0519  26.2739
O  0.9153  -13.1513  25.4847
O  -11.0545  -2.0764  27.9084
O  9.5272  22.8806  15.0601
O  -8.654  -11.8374  27.4243
O  5.2407  -5.9077  17.1361
O  -15.127  20.3261  29.9932
O  -1.6945  -1.8556  23.5464
O  -12.2629  7.0895  14.9892
O  -2.6843  3.9462  21.106
O  4.5505  -0.5192  28.7548
O  -6.3886  -4.2364  27.7879
O  -2.4576  -2.8994  28.9913
O  2.0784  -3.7296  23.5674
O  -6.2224  -0.0304  24.3068
O  -0.0942  14.4831  19.9946
O  8.454  -3.1359  17.3436
O  -20.7251  -18.1043  13.2008
O  32.0444  0.6014  29.5023
O  -8.401  -4.1607  26.1858
O  -1.0756  2.058  27.3521
O  1.8905  10.3863  19.9885
O  10.8162  1.6567  18.1637
O  -10.6619  6.0713  25.0214
O  -3.5389  -1.0994  12.9959
O  -2.835  -1.808  25.9
O  3.3866  3.2299  30.5036
O  11.0265  4.4549  27.1392
O  -7.0444  -9.9592  26.6293
O  4.2918  5.3799  19.5998
O  -5.3393  -0.3083  21.8109
O  24.4344  12.076  28.9551
O  2.1967  7.5847  28.7221
O  5.9389  4.8072  28.8454
O  -2.2661  0.716  25.458
H  2.1722  0.5946  38.1186
H  0.5146  2.2237  38.1186
H  3.2683  4.8906  38.1281
H  4.9087  3.244  38.1281
H  0.5244  7.6081  38.1478
H  2.1828  5.9795  38.1478
H  4.8963  8.6827  38.1516
H  3.2834  10.3559  38.1516
H  7.618  0.5227  38.1423
H  5.9816  2.1735  38.1423
H  8.7105  4.9036  38.1392
H  10.36  3.266  38.1392
H  7.6143  5.99  38.1492
H  5.9603  7.6232  38.1492
H  10.3167  8.7138  38.1191
H  8.6779  10.3619  38.1191
H  -0.8262  3.5603  6.0173
H  0.8175  1.9169  6.0173
H  1.8962  0.8577  5.9601
H  3.5283  -0.7958  5.9601
H  0.787  7.3492  5.9755
H  -0.8485  9.0006  5.9755
H  3.549  4.6018  5.9888
H  1.9084  6.2481  5.9888
H  4.6206  3.526  6.0059
H  6.266  1.8844  6.0059
H  8.9852  -0.8264  6.005
H  7.3328  0.8083  6.005
H  4.6156  8.9633  6.0254
H  6.2628  7.3234  6.0254
H  7.3413  6.2585  6.0024
H  8.9922  4.6222  6.0024

Results
free energy: -135122.897 eV
free energy less fixed offsets of H -15.71, O -570.45, Si -639.56 eV per atom: 1.343 eV

Forces (eV/angstrom), in the order of the atoms: element, x, y, z
Si  -0.003  0.0077  0.0201
Si  0.0015  0.0039  0.0273
Si  0.0062  -0.0083  0.0021
Si  -0.0098  -0.0027  0.0454
Si  0.0084  0.0163  -0.0042
Si  0.0062  -0.0016  0.0097
Si  -0.0064  0.0085  0.026
Si  0.0049  0.0074  -0.0211
Si  -0.0046  -0.0041  -0.0127
Si  0.0173  -0.0086  0.0054
Si  0.0047  -0.0041  0.0029
Si  0.0108  -0.0016  0.0242
Si  -0.0055  0.0136  -0.0005
Si  -0.0055  -0.0001  -0.011
Si  -0.0049  -0.0032  0.0276
Si  -0.0006  -0.0052  -0.0128
Si  -0.0069  -0.0055  0.0026
Si  0.0004  0.0025  0.0027
Si  -0.006  0.0047  0.0027
Si  -0.0045  0.0032  -0.0105
Si  -0.0033  -0.0005  -0.009
Si  0.0031  0.0098  0.0107
Si  0.0115  0.0015  0.0032
Si  -0.0017  0.0023  0.0039
Si  -0.0132  -0.0075  0.0317
Si  0.0226  0.017  0.0046
Si  -0.0111  -0.0046  0.0253
Si  -0.0005  0.0062  0.024
Si  0.0004  -0.0024  0.0229
Si  0.0078  -0.0111  0.0231
Si  -0.0073  -0.0136  0.0279
Si  -0.0042  -0.0109  0.0144
Si  -0.0048  0.0054  0.165
Si  0.0042  -0.0142  0.1816
Si  -0.0118  0.0006  0.1787
Si  0.0213  -0.0132  0.1773
Si  -0.0287  0.035  0.1882
Si  -0.0215  0.0212  0.1711
Si  -0.0039  0.0012  0.164
Si  0.0199  -0.0056  0.1928
Si  -0.0821  -0.0247  0.2805
Si  0.0001  0.1092  0.2605
Si  0.0131  -0.0341  0.3335
Si  -0.0697  0.0068  0.2864
Si  0.0061  0.0393  0.2964
Si  -0.0023  -0.0468  0.2781
Si  -0.1367  0.0551  0.3243
Si  0.0014  0.0843  0.3463
Si  0.0297  0.0332  -0.2756
Si  -0.0132  -0.0379  -0.3308
Si  -0.0267  0.0258  -0.3014
Si  0.0078  -0.0226  -0.3406
Si  0.0914  -0.0055  -0.2227
Si  0.0185  -0.0486  -0.3086
Si  0.1267  -0.0829  -0.3077
Si  0.0125  -0.0671  -0.1903
Si  -0.0189  -0.004  -0.1769
Si  0.0142  -0.0022  -0.1864
Si  -0.0023  0.0018  -0.2039
Si  0.0147  -0.0061  -0.1623
Si  -0.0021  -0.007  -0.1818
Si  -0.0184  0.0147  -0.1729
Si  0.0086  -0.0128  -0.1747
Si  0.0257  -0.0239  -0.1836
Si  0.0172  -0.0094  -0.0215
Si  -0.0025  -0.0082  -0.0236
Si  -0.0069  0.0036  -0.0277
Si  -0.0003  -0.001  0.0053
Si  -0.0012  0.0101  -0.0241
Si  0.0018  0.0082  -0.0121
Si  -0.016  0.004  -0.0217
Si  0.0019  0.0044  -0.0185
Si  -0.0008  -0.0066  -0.0072
Si  0.0099  0.0042  -0.0088
Si  -0.0038  -0.0034  0.0012
Si  0.006  -0.004  0.0014
Si  0.0059  0.0082  -0.0114
Si  -0.0061  -0.0104  -0.0071
Si  0  -0.004  -0.0076
Si  0.0024  -0.0093  -0.0083
Si  -0.0116  -0.0041  0.0186
Si  0.0041  0.0042  0.0086
Si  0.0074  -0.0028  0.0076
Si  0.0081  0.0192  -0.0036
Si  -0.0129  0.0011  0.0023
Si  0.0032  0.003  0.0315
Si  -0.0235  -0.0095  -0.0131
Si  -0.0079  -0.0084  0.0148
Si  0.0066  -0.0063  0.0345
Si  0.0006  -0.0014  0.0058
Si  -0.0088  0.0099  0.0081
Si  0.0004  -0.0047  0.0262
Si  -0.002  -0.0018  0.0072
Si  0.0086  0.01  0.0201
Si  0.0062  -0.0102  0.0181
Si  0.0058  0.0005  0.0193
Si  0.0047  -0.002  0.026
Si  -0.0034  -0.0024  0.0421
Si  -0.0067  -0.0034  0.022
Si  -0.0041  -0.0013  0.0336
Si  -0.0007  0.0002  0.0437
Si  0.0013  0.0013  0.0392
Si  0.0004  0.0002  0.0393
Si  -0.0128  0.0083  0.0155
Si  0.0029  -0.0021  0.0308
Si  -0.0023  0.0013  0.0358
Si  -0.0045  -0.0034  0.0379
Si  0.0038  -0.0079  0.0278
Si  0.0005  -0.0071  0.0354
Si  -0.0059  -0.0077  0.0411
Si  0.008  0.0017  0.0354
Si  -0.0063  0.0027  0.0361
Si  0.0025  -0.0008  0.0371
Si  -0.0042  0.001  0.0308
Si  0.0011  -0.002  0.0347
Si  0.0012  0.008  0.037
Si  -0.0041  0.0011  0.0429
Si  -0.0065  -0.0007  0.0272
Si  0.0029  0.0007  0.0399
Si  0.0034  -0.0029  0.0284
Si  0.0091  0.0049  0.0403
Si  0.0009  -0.0005  0.0372
Si  0.005  -0.0004  0.0431
Si  -0.0019  -0.0024  0.0296
Si  0.001  -0.0044  0.0298
Si  0.001  0.0033  0.035
Si  -0.0046  -0.002  0.0442
Si  0.0055  0.0005  0.0381
Si  -0.001  0.006  0.0366
Si  0.0027  -0.0002  0.0319
Si  0  -0.003  0.0326
Si  0.0035  0.0006  0.0334
O  0.0046  0.0073  -0.0184
O  -0.0014  0.0054  -0.0154
O  -0.0008  0.0066  -0.0099
O  -0.0006  0.005  -0.0176
O  -0.0043  -0.008  0.0033
O  0.0041  -0.0051  -0.0175
O  0.0025  -0.0067  -0.0029
O  0.0056  0.0025  -0.0246
O  -0.006  -0.0072  -0.0112
O  -0.0036  0.0003  -0.0149
O  -0.0058  -0.0056  -0.0173
O  -0.0042  -0.0035  -0.025
O  -0.0012  -0.0072  -0.0233
O  0.0075  -0.0135  -0.0195
O  -0.0012  0.0033  -0.0099
O  -0.003  -0.0045  -0.0124
O  0.0068  -0.0005  -0.0206
O  -0.0003  0.0033  -0.0146
O  -0.0023  -0.0003  -0.0067
O  0.0022  -0.0067  -0.0184
O  0.0011  0.0001  -0.0132
O  0.0013  0.0049  -0.0097
O  -0.0022  -0.0029  -0.013
O  -0.0017  0.003  -0.0212
O  -0.0071  -0.0078  -0.0238
O  -0.0001  -0.0033  -0.0089
O  -0.0075  0.0034  -0.0136
O  -0.0081  0.0047  -0.0163
O  0.0031  0.0042  -0.0133
O  0.0092  0.0046  -0.0252
O  0.0013  0.001  -0.0112
O  -0.0003  -0.0028  -0.0128
O  -0.0074  -0.0013  -0.0106
O  -0.0006  -0.0023  -0.014
O  -0.0069  0.0036  -0.0257
O  -0.0088  -0.0058  -0.0234
O  -0.01  -0.003  -0.0205
O  -0.0063  -0.0002  -0.0189
O  -0.0025  0.0002  -0.0082
O  -0.0056  -0.0011  -0.0126
O  0.0014  0.0011  -0.0152
O  0.0006  -0.0077  -0.0257
O  0.0039  0.0024  -0.0198
O  -0.0044  0.0059  -0.0188
O  0.0026  -0.0108  -0.0333
O  -0.0034  -0.0023  -0.0097
O  0.0028  -0.0007  -0.0134
O  0.0075  0.0061  -0.0169
O  0.0036  -0.0065  -0.0185
O  0.0043  -0.0067  -0.015
O  -0.006  0.0054  -0.0178
O  -0.0015  0.0058  -0.0251
O  -0.0064  -0.0055  -0.0242
O  -0.0039  0.0041  -0.0121
O  0.0009  -0.0052  -0.0175
O  0.0076  0.009  -0.0235
O  0.0041  -0.0075  -0.0195
O  -0.0081  -0.0014  -0.0155
O  0.0027  0.0042  -0.0249
O  -0.0076  0.0088  -0.014
O  0.0094  0.0064  -0.0211
O  0.0056  -0.0048  -0.0269
O  -0.0014  0.0001  -0.0124
O  -0.0098  0.0029  -0.0167
O  0.0037  -0.0013  -0.0125
O  0.0087  -0.005  -0.0175
O  0.0107  0.0021  -0.028
O  0.0006  -0.0084  -0.0217
O  0.0068  -0.0026  -0.0204
O  0.0042  -0.0088  -0.0162
O  0.0021  -0.0001  -0.0127
O  -0.008  0.0066  -0.0189
O  -0.0073  0.003  -0.0244
O  0.0049  -0.0009  -0.0247
O  0.0049  0.0068  -0.0177
O  -0.0011  -0.0025  -0.0096
O  0.0051  0.004  -0.0145
O  0.0029  0.0004  -0.0174
O  -0.0012  -0.0034  -0.019
O  -0.0145  -0.0099  -0.013
O  -0.0051  0.0054  -0.0256
O  0.0098  0.0029  -0.0209
O  0.0073  -0.0006  -0.0203
O  -0.0021  0.0085  -0.0203
O  0.0039  -0.0121  -0.0217
O  0.0077  -0.0029  -0.0193
O  -0.0088  0.006  -0.0265
O  0.0007  -0.0012  -0.0179
H  -0.2479  0.1902  -0.306
H  0.3251  -0.4125  -0.2446
H  0.2686  -0.2974  -0.2599
H  -0.3379  0.2713  -0.29
H  0.2518  -0.2818  -0.2683
H  -0.2825  0.294  -0.2534
H  -0.3778  0.2825  -0.266
H  0.177  -0.2853  -0.2675
H  -0.3058  0.3556  -0.2615
H  0.2858  -0.3261  -0.2644
H  0.3246  -0.2151  -0.2928
H  -0.4116  0.3169  -0.2378
H  -0.3072  0.2325  -0.2919
H  0.3254  -0.3522  -0.2342
H  -0.1625  0.3467  -0.2889
H  0.3757  -0.3183  -0.2394
H  0.3691  -0.2562  0.2625
H  -0.2839  0.3315  0.2799
H  0.4305  -0.2042  0.2307
H  -0.1115  0.3869  0.2401
H  -0.3173  0.1672  0.2719
H  0.2329  -0.4469  0.2203
H  -0.3663  0.2665  0.2343
H  0.3318  -0.1599  0.2761
H  0.2918  -0.302  0.2836
H  -0.2922  0.3318  0.2558
H  -0.3446  0.3131  0.2635
H  0.2458  -0.3517  0.2776
H  0.1985  -0.2852  0.311
H  -0.2844  0.3684  0.2144
H  0.3328  -0.2577  0.2755
H  -0.3325  0.3016  0.2518

The program warned: the cutoff lies below the one the program advises for these potential files; the forces do not sum to zero within the program's tolerance; empty levels may hold ghost states of the PAW files; the exchange-correlation potential is rough where the density is thin.
